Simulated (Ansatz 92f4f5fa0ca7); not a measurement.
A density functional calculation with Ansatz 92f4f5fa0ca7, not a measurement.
Periodic cell of 210 atoms, Si128O78P4, from a study of silicon, its oxide and their interface. The atomic structure is a simulated model.
Doubt: the cutoff is far below the 930 eV that the study's wrapper takes by default for these files, so forces and energies are approximate.
This geometry differs little from another in the collection (a relaxation step or a small displacement).

Settings
functional: PBE
potential files: Ansatz PAW
basis: plane waves
wave-function cutoff: 580 eV
density cutoff ratio: 5
exchange-correlation grid ratio: 1
k mesh: 1 x 1 x 1, Gamma-centred
self-consistency stop: 5e-08 eV per atom in the density residual
occupations: fixed
spin: none
net charge: 0

Cell vectors (angstrom)
a	10.938	0	0
b	0	10.938	0
c	0	0	31.0552

Atoms and the computed forces on them: element, x, y, z (angstrom), force x, y, z (eV/angstrom)
Si	10.3365	0.6023	23.5431	0.0023	-0.0048	0.0024
Si	5.7396	10.6694	23.8395	0.0142	-0.0132	0.0014
P	2.1974	3.3164	23.6119	-0.0002	-0.0037	0.0013
Si	8.7183	2.4859	23.6245	0.0015	0.0049	-0.0026
P	0.5233	4.9452	23.6378	0.0009	0.0012	0.0077
Si	5.1065	5.8975	23.7976	0.0131	0.0042	0.0054
Si	3.311	7.5113	23.5375	-0.0113	0.0005	-0.0002
Si	7.47	8.9575	23.7466	-0.0174	0.0175	0.0051
Si	1.2846	1.5031	24.7978	0.003	0.0064	-0.0085
Si	6.8933	1.4842	24.8961	-0.0081	-0.006	0.0001
Si	3.968	4.1398	24.9246	-0.0127	-0.0045	-0.0009
Si	9.7312	4.1262	24.9737	0.0061	0.0047	-0.0068
Si	1.4204	6.7279	24.8291	0	-0.0078	-0.0101
Si	6.8179	6.9739	24.9641	0.0016	-0.002	0.0015
Si	4.0182	9.4755	24.871	0.0068	0.0029	-0.0019
Si	9.4863	9.6994	24.8203	-0.0015	-0.0026	0.0001
Si	2.6735	0.0295	26.168	-0.0057	-0.0048	0.0056
Si	8.1769	0.054	26.3064	0.0001	-0.0013	0.0061
Si	0.0094	2.7121	26.3513	-0.0069	-0.0069	0.0172
Si	5.4281	2.772	26.2309	0.011	0.0072	0.0026
Si	2.7218	5.502	26.3438	0.0104	0.0058	0.0171
Si	8.2263	5.5072	26.2258	-0.0086	-0.0016	-0.0001
Si	-0.0194	8.2139	26.142	-0.0008	0.0082	0.0041
Si	5.4159	8.2436	26.3463	0.0042	0.0003	0.0068
Si	4.1018	1.3673	27.6369	-0.1146	-0.1604	-0.566
Si	9.5708	1.3673	27.6369	-0.1316	-0.1224	0.5736
Si	1.3673	4.1018	27.6369	0.0703	-0.006	0.4838
Si	6.8362	4.1018	27.6369	-0.0394	0.2238	-0.468
Si	4.1018	6.8362	27.6369	0.0344	0.0981	0.6614
Si	9.5708	6.8362	27.6369	0.2017	0.2264	-0.4309
Si	1.3673	9.5708	27.6369	-0.2395	0.0641	-0.7438
Si	6.8362	9.5708	27.6369	-0.1233	0.3286	0.3211
Si	0	0	29.0042	-0.1027	-0.0432	0.0338
Si	5.469	0	29.0042	0.0806	-0.0745	0.0402
Si	2.7345	2.7345	29.0042	-0.0271	0.0685	0.0179
Si	8.2035	2.7345	29.0042	0.0714	-0.057	0.0114
Si	0	5.469	29.0042	0.0681	-0.0494	0.0064
Si	5.469	5.469	29.0042	0.0229	0.0808	0.0396
Si	2.7345	8.2035	29.0042	0.0961	-0.0778	0.0105
Si	8.2035	8.2035	29.0042	0.018	0.0671	-0.0128
Si	1.3673	1.3673	30.3714	0.0577	-0.0335	0.0045
Si	6.8362	1.3673	30.3714	-0.0894	0.0604	-0.0169
Si	4.1018	4.1018	30.3714	0.0491	-0.0875	0.0127
Si	9.5708	4.1018	30.3714	-0.077	0.0834	-0.0261
Si	1.3673	6.8362	30.3714	-0.0776	0.059	-0.023
Si	6.8362	6.8362	30.3714	0.0107	-0.0111	0.0165
Si	4.1018	9.5708	30.3714	-0.0457	0.0687	-0.0182
Si	9.5708	9.5708	30.3714	-0.0007	-0.0143	0.0217
Si	2.7345	0	0.6835	0.07	-0.0769	0.0106
Si	8.2035	0	0.6835	-0.0201	0.0332	-0.011
Si	0	2.7345	0.6835	-0.051	0.014	-0.029
Si	5.469	2.7345	0.6835	0.0887	-0.0466	0.0242
Si	2.7345	5.469	0.6835	0.0099	0.0613	-0.0127
Si	8.2035	5.469	0.6835	0.0792	-0.0763	0.0103
Si	0	8.2035	0.6835	0.0613	-0.0705	0.0138
Si	5.469	8.2035	0.6835	-0.0566	0.0349	-0.0165
Si	4.1018	1.3673	2.0507	-0.0959	0.0176	-0.025
Si	9.5708	1.3673	2.0507	0.0591	-0.0215	-0.0075
Si	1.3673	4.1018	2.0507	-0.0645	-0.1044	-0.0078
Si	6.8362	4.1018	2.0507	-0.0596	0.096	-0.0416
Si	4.1018	6.8362	2.0507	0.0685	-0.0197	-0.0056
Si	9.5708	6.8362	2.0507	-0.0773	0.0628	-0.0172
Si	1.3673	9.5708	2.0507	-0.0849	0.0675	-0.0493
Si	6.8362	9.5708	2.0507	0.0274	-0.0197	0.0002
Si	0	0	3.418	0.1142	-0.0755	-0.5738
Si	5.469	0	3.418	-0.01	-0.0502	0.7595
Si	2.7345	2.7345	3.418	-0.2615	-0.4542	-0.4081
Si	8.2035	2.7345	3.418	0.1003	0.027	0.4539
Si	0	5.469	3.418	-0.0244	-0.2	0.7866
Si	5.469	5.469	3.418	0.2559	0.0572	-0.7745
Si	2.7345	8.2035	3.418	-0.0466	-0.0149	0.4194
Si	8.2035	8.2035	3.418	0.2121	0.0752	-0.4883
Si	1.3849	1.3033	4.759	0.0037	0.002	-0.0103
Si	6.869	1.3723	4.8534	-0.0018	-0.0079	-0.0035
Si	4.1275	4.0777	4.6588	-0.0131	-0.0103	-0.0218
Si	9.5722	4.0552	4.8978	0.007	0.0031	-0.0025
Si	1.4016	6.8117	4.8533	-0.0058	-0.0011	-0.004
Si	6.8717	6.8088	4.7072	0.0119	0.0124	-0.0207
Si	4.0969	9.5317	4.8684	0.0034	0.0057	-0.0034
Si	9.6034	9.5528	4.7189	0.0024	0.002	-0.0135
Si	2.6703	-0.0439	6.2451	-0.0039	-0.0007	0.0049
Si	8.2844	-0.0781	6.1505	0.0028	0.0027	0.0039
Si	0.0576	2.5805	6.2201	-0.0019	-0.0033	0.0055
Si	5.4451	2.845	6.1092	0.006	0.0039	0.0086
Si	2.8952	5.3872	6.1017	0.0031	0.0055	0.0066
Si	8.0856	5.4707	6.203	-0.0014	-0.0068	0.0098
Si	-0.054	8.1914	6.1618	0.0006	0.0037	0.0044
Si	5.4935	8.0306	6.1268	-0.0088	-0.0013	0.0061
Si	3.7268	1.7802	7.3656	0.0016	-0.0044	-0.0012
Si	10.0524	0.7647	7.5501	-0.0014	-0.0007	-0.001
Si	1.8942	3.6069	7.3268	-0.0009	-0.0006	-0.0056
P	6.2805	4.6031	7.4185	-0.0015	0.003	-0.0036
P	4.6365	6.2613	7.4041	0.0013	-0.0023	-0.0006
Si	9.027	7.3368	7.3939	0.0001	-0.0046	-0.0043
Si	0.9673	9.7771	7.6111	0.0011	0.0003	-0.0042
Si	7.2695	9.064	7.3097	0.0008	0.0038	-0.0021
O	1.2188	4.3637	8.6455	0.0015	-0.001	-0.002
O	4.5031	1.1472	8.7042	-0.0007	0.0036	-0.0052
O	6.8329	9.6355	8.801	0.0009	-0.0011	-0.0026
O	9.467	7.1829	8.9849	-0.0018	0.0001	-0.0011
O	9.3522	1.2979	8.9977	-0.0017	0.0004	0.0011
O	1.4908	8.8515	8.9662	0.0008	-0.0007	0.0013
O	8.4966	3.2791	22.1579	0.0018	-0.0019	0.0068
O	10.4829	11.0776	21.949	-0.0008	0.0031	0.0022
O	3.1284	7.4814	21.8722	0.0005	0.0001	0.0043
O	5.8127	5.5113	22.3424	-0.0044	0	0.0049
O	5.0872	0.2188	22.376	-0.0013	0.0025	-0.0018
O	7.3898	8.9304	22.0811	0.0036	-0.0035	-0.0069
Si	3.6554	7.665	15.1952	-0.0003	0	-0.0009
Si	6.8723	9.8494	10.4068	-0.0001	0.0013	0.002
Si	6.3194	5.8302	20.8291	0.0033	0.002	-0.0055
Si	4.2831	0.3051	10.0832	-0.0017	-0.0021	0.0013
Si	9.9603	6.9909	10.5162	0.001	0.0007	0.0025
Si	1.7522	2.4916	14.6129	0.0007	-0.0001	-0.0004
Si	2.8869	6.7221	12.5214	-0.0014	0.0008	-0.0004
Si	9.4372	0.7184	10.5286	0.0028	-0.0004	-0.0024
Si	4.8256	5.0293	16.5241	-0.0006	-0.0006	-0.0001
Si	0.7537	4.4651	10.1791	-0.0008	-0.001	0.0026
Si	0.7352	5.0597	14.0104	0.0005	-0.0003	-0.0002
Si	2.2	9.7779	19.2033	-0.0002	0	-0.0004
Si	2.312	4.8271	18.5575	0.0006	0.0005	-0.0012
Si	10.692	5.8759	16.896	-0.0001	0.0001	-0.0001
Si	5.4982	10.1071	15.8383	-0.0003	-0.0002	0.0002
Si	5.2129	4.5954	12.3569	0.0004	-0.0006	0
Si	7.6777	3.7935	13.9827	-0.0017	-0.0001	0.0002
Si	5.3631	0.9756	20.9694	-0.0007	-0.0022	0.0038
Si	8.0149	8.3689	20.6911	-0.0024	0.0024	0.0046
Si	10.148	9.8277	14.5259	0.0003	0.0002	-0.0014
Si	7.7459	5.7873	16.3863	-0.0001	-0.0003	-0.0001
Si	7.5647	8.2269	14.6467	-0.0002	-0.0004	0.0004
Si	10.4822	10.2098	20.5696	-0.0018	-0.0022	-0.0022
Si	9.0378	1.3485	18.5963	0.0001	0	0.0008
Si	9.7451	3.3763	11.9646	-0.0004	-0.0017	0
Si	6.6144	10.3068	18.7262	-0.0003	-0.0012	0.0023
Si	2.5034	8.7948	10.2891	-0.0018	-0.0004	-0.0013
Si	3.2874	1.9087	19.1753	0.0019	-0.0005	0.0001
Si	2.9964	2.6208	11.6903	0.0008	-0.0004	-0.0006
Si	7.7062	3.0701	20.7385	-0.0015	-0.0028	-0.0017
Si	1.0901	8.4623	16.6051	0	0	0
Si	0.2365	9.7258	11.6477	0.0009	0.0016	-0.0022
Si	9.6324	1.6965	15.5204	0	0.0001	-0.0002
Si	4.2641	2.0015	16.254	-0.0003	0.0003	-0.0002
Si	3.488	7.1494	20.3059	-0.0004	-0.0006	-0.0032
Si	7.1446	6.9607	11.8219	-0.0009	-0.0003	0.0004
O	2.909	7.3211	10.9651	0.001	-0.001	-0.0008
O	8.3278	3.9459	12.4943	0.0004	0.0003	0
O	1.8621	4.1216	14.7343	-0.0002	0.0001	-0.0001
O	4.1556	2.0028	20.5636	-0.001	-0.0011	0.0007
O	9.4957	1.7675	11.7896	0.0001	0.0006	0.0008
O	-0.0335	7.4636	17.242	-0.0001	-0.0003	0.0006
O	6.7495	1.7972	21.066	0.0015	0.0022	0.0003
O	7.357	9.017	19.3617	-0.0011	0.0015	-0.0009
O	8.261	10.574	10.8652	-0.0021	-0.0014	0.0003
O	4.5501	6.3151	15.5196	0.0002	-0.0003	0.001
O	3.1924	1.1909	10.9182	0.0004	0.0006	0.0002
O	9.5793	8.8387	20.6774	0.0017	0.0009	-0.0006
O	7.0187	7.3036	13.4178	0.0006	0.0006	0.0003
O	10.8589	-0.0738	10.5321	-0.001	-0.0007	0.0022
O	7.9686	5.0423	14.9609	0.0002	0	0.0004
O	7.6689	6.7692	20.6827	-0.0019	-0.004	0.0013
O	10.4047	8.3593	11.2545	-0.0011	-0.001	0.0006
O	8.409	2.5181	14.7583	0.0005	-0.0001	0.0006
O	6.6833	9.5987	14.8286	0.0001	-0.0001	0.0002
O	10.0413	0.2782	19.3407	-0.0003	0.0009	0
O	0.8791	5.0184	17.7488	0	-0.0002	0.0007
O	8.7546	2.6505	19.551	0.0006	-0.0003	0.0015
O	1.9443	3.708	11.0283	-0.0001	0.0007	-0.0005
O	2.2622	7.4838	16.0243	-0.0003	0.0001	0.0005
O	10.7346	10.2878	13.0912	-0.0007	0	0.0016
O	5.4959	10.7981	19.7954	-0.0009	0	-0.0004
O	5.7114	10.941	10.8272	0.0004	-0.0006	-0.0005
O	4.289	1.8988	17.8808	-0.0005	-0.0003	0.0004
O	5.0362	6.5804	20.101	-0.0007	0	0.0012
O	2.3477	2.1425	13.1244	-0.0004	0	0.0004
O	1.6389	9.5038	17.7062	0.0001	0.0001	0.0009
O	1.8349	9.5108	11.5988	-0.0001	0.0003	0.0016
O	2.5775	0.4346	19.2133	-0.0003	0.0003	0.0013
O	9.1034	8.6119	14.3034	0	-0.0003	0.0006
O	3.4155	7.8357	13.588	-0.0001	0.0001	0.0015
O	2.7246	1.8144	15.7275	0.0002	-0.0003	0.0005
O	2.3315	3.2566	19.0996	0	-0.0006	0.0015
O	3.753	9.7129	9.8014	0.0016	0.0009	0.0006
O	3.8824	5.4558	12.7379	0.0002	0.0001	0.0004
O	3.3143	8.5976	19.5213	0.0004	-0.0004	0.0015
O	6.1542	5.6714	11.5231	0.0005	0.0004	-0.0014
O	4.7995	3.5089	15.8722	-0.0002	0.0002	0.0008
O	-0.1225	5.6729	15.2586	0.0001	0.0001	0.0003
O	7.6317	0.5737	18.326	0.0002	-0.0001	0
O	0.4769	9.3571	15.4091	0.0003	-0.0002	0.0005
O	4.2279	9.1222	15.6157	0.0001	-0.0002	0.0009
O	0.3535	6.0213	10.5213	0.0005	-0.0001	0.0003
O	9.3611	0.1203	15.2312	0	-0.0002	0.0004
O	10.8084	4.0463	13.0344	0.0002	-0.0005	0.0007
O	0.2021	2.0399	14.9438	-0.0007	-0.0001	0.0004
O	9.6072	1.899	17.1553	0.0001	-0.0001	0.0002
O	9.1172	5.5361	17.274	-0.0001	-0.0002	0.0006
O	6.0825	3.8968	13.5744	0.0001	0.0002	0.0003
O	6.8273	4.3712	20.2625	-0.0007	0.0001	0.0022
O	2.4563	5.9813	19.7341	0.0003	0.0002	0.0015
O	3.651	5.0505	17.6462	-0.0006	-0.0003	0.0006
O	1.0367	9.623	20.3262	0.0008	-0.0002	0.0008
O	10.2462	3.7458	10.457	0	0.0004	0.0003
O	4.503	3.296	11.6274	0	-0.0008	-0.0011
O	1.4101	6.223	13.0793	-0.0007	-0.0003	0.0009
O	6.3651	5.2426	17.1016	0	0	0.0002
O	8.6517	6.4947	11.3698	-0.0001	-0.0009	-0.0005
O	7.5434	7.3767	16.0441	-0.0001	0.0001	0.0003
O	5.1591	0.7677	15.6202	-0.0001	-0.0002	0.0006
O	5.8893	9.8294	17.3799	0.0003	0	0.0003
O	6.7148	8.3573	11.0675	-0.0003	0	0.0002

Results
free energy: -128752.925 eV
free energy less fixed offsets of O -568.88, P -755.39, Si -635.61 eV per atom: -0.645 eV

The program warned: the cutoff lies below the one the program advises for these potential files; the exchange-correlation potential is rough where the density is thin.
